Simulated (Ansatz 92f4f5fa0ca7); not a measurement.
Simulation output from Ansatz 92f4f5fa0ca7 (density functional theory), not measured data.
Periodic cell of 406 atoms, Si266O140, from a study of silicon, its oxide and their interface. The atomic structure is a simulated model.
Doubt: the cutoff is far below the 930 eV that the study's wrapper takes by default for these files, so forces and energies are approximate.
This geometry differs little from another in the collection (a relaxation step or a small displacement).

Settings: functional PBE; potential files Ansatz PAW; basis plane waves; wave-function cutoff 580 eV; density cutoff ratio 5; exchange-correlation grid ratio 1; k mesh 1 x 1 x 1, Gamma-centred; self-consistency stop 5e-08 eV per atom in the density residual; occupations fixed; spin none; net charge 0.

Cell vectors (angstrom)
a	15.4687	0	0
b	0	12.8259	0
c	0	0	36.039

Atoms and the computed forces on them: element, x, y, z (angstrom), force x, y, z (eV/angstrom)
Si	-0.002	1.161	33.363	0	0	0.002
Si	3.868	1.157	33.377	0	-0.001	0.002
Si	7.719	1.156	33.36	0	0	0.002
Si	11.562	1.157	33.384	0	-0.001	0.001
Si	1.932	7.571	33.366	0.001	-0.001	0.002
Si	5.78	7.571	33.369	0.001	0	0.002
Si	9.66	7.571	33.371	0	0	0.003
Si	13.505	7.572	33.371	0.001	0	0.002
Si	1.934	5.247	33.772	-0.026	-0.125	-0.177
Si	5.801	5.247	33.772	-0.062	-0.146	-0.054
Si	9.668	5.247	33.772	-0.06	-0.159	-0.114
Si	13.535	5.247	33.772	-0.044	-0.098	-0.097
Si	0	11.66	33.772	-0.015	-0.044	0.153
Si	3.867	11.66	33.772	0.061	-0.186	-0.021
Si	7.734	11.66	33.772	-0.031	-0.1	0.043
Si	11.602	11.66	33.772	-0.088	-0.171	-0.01
Si	0	4.664	35.009	0.015	-0.039	-0.051
Si	3.867	4.664	35.009	0.036	-0.037	-0.045
Si	7.734	4.664	35.009	0.002	-0.033	-0.03
Si	11.602	4.664	35.009	0.012	-0.045	-0.05
Si	1.934	11.077	35.009	0.02	-0.006	-0.026
Si	5.801	11.077	35.009	0.012	-0.006	-0.011
Si	9.668	11.077	35.009	0.003	0	-0.017
Si	13.535	11.077	35.009	0.012	-0.01	-0.019
Si	0	2.332	35.421	0.025	-0.012	0.04
Si	3.867	2.332	35.421	0.012	0.003	0.108
Si	7.734	2.332	35.421	-0.018	-0.019	-0.016
Si	11.602	2.332	35.421	-0.135	0.013	0.152
Si	1.934	8.745	35.421	0.025	-0.006	0.029
Si	5.801	8.745	35.421	-0.053	0.003	0.064
Si	9.668	8.745	35.421	0.017	0.003	0.068
Si	13.535	8.745	35.421	-0.082	0.005	0.071
Si	1.934	1.749	0.619	0.034	0.007	-0.006
Si	5.801	1.749	0.619	0.023	-0.003	-0.005
Si	9.668	1.749	0.619	0.019	0.029	0.011
Si	13.535	1.749	0.619	-0.007	-0.027	-0.032
Si	0	8.162	0.619	0.028	0.007	-0.038
Si	3.867	8.162	0.619	-0.008	0.003	-0.001
Si	7.734	8.162	0.619	0.002	-0.008	-0.024
Si	11.602	8.162	0.619	-0.001	0.021	0.01
Si	0	5.83	1.031	-0.009	0.036	0.046
Si	3.867	5.83	1.031	-0.035	0.021	0.031
Si	7.734	5.83	1.031	0.006	0.016	0.014
Si	11.602	5.83	1.031	-0.011	0.005	0.01
Si	1.934	12.243	1.031	-0.011	-0.03	-0.019
Si	5.801	12.243	1.031	-0.011	0.001	0.019
Si	9.668	12.243	1.031	-0.002	-0.047	-0.037
Si	13.535	12.243	1.031	-0.016	0.026	0.046
Si	1.934	5.247	2.268	0.095	0.023	0.051
Si	5.801	5.247	2.268	0.043	0.039	0.172
Si	9.668	5.247	2.268	-0.024	-0.009	-0.098
Si	13.535	5.247	2.268	-0.019	-0.006	-0.03
Si	0	11.66	2.268	0.138	-0.016	-0.203
Si	3.867	11.66	2.268	0.045	0.008	-0.056
Si	7.734	11.66	2.268	0.09	0.009	-0.042
Si	11.602	11.66	2.268	-0.153	-0.018	-0.144
Si	1.934	2.915	2.68	-0.036	0.004	0.014
Si	5.801	2.915	2.68	-0.023	0.036	0.034
Si	9.668	2.915	2.68	-0.025	-0.001	0.01
Si	13.535	2.915	2.68	0	0.033	0.044
Si	0	9.328	2.68	-0.021	-0.045	-0.01
Si	3.867	9.328	2.68	0.004	0.048	0.067
Si	7.734	9.328	2.68	-0.004	0.009	0.001
Si	11.602	9.328	2.68	-0.003	0.031	0.04
Si	-0.294	-0.15	27.195	-0.001	-0.002	0
Si	4.211	-0.256	26.781	-0.005	0	-0.001
Si	7.39	-0.009	26.742	-0.003	-0.003	0.002
Si	12.015	-0.258	26.935	-0.002	0.004	-0.001
Si	1.489	6.357	26.905	0.004	-0.002	-0.004
Si	6.115	6.277	26.808	-0.005	-0.001	0.001
Si	9.266	6.347	26.818	0.003	-0.004	-0.003
Si	13.796	6.34	26.773	-0.004	-0.002	0.001
Si	1.877	4.031	27.125	-0.001	0.004	-0.002
Si	5.751	3.926	26.981	0.001	0.002	-0.003
Si	9.559	4.004	27.165	-0.001	0.004	0.001
Si	13.427	3.993	27.011	-0.001	0.003	-0.006
Si	0.023	10.357	27.29	-0.002	-0.001	0.001
Si	3.913	10.267	27.276	0.002	0.004	0.002
Si	7.776	10.46	26.985	0.001	0.003	-0.003
Si	11.652	10.263	27.312	-0.003	0	0.003
Si	-0.089	3.406	28.321	0.002	-0.003	0.006
Si	3.839	3.438	28.315	0	-0.001	0.005
Si	7.633	3.405	28.384	0.001	-0.002	0.004
Si	11.543	3.461	28.35	-0.001	0	0.005
Si	1.953	9.839	28.514	-0.001	0	0.002
Si	5.915	9.792	28.391	-0.001	-0.003	0.005
Si	9.616	9.871	28.401	0.003	0.001	0.004
Si	13.58	9.728	28.522	0	-0.003	0.004
Si	-0.067	1.163	29.068	-0.001	-0.002	0.002
Si	3.835	1.087	28.748	0.002	-0.002	0
Si	7.676	1.091	28.834	-0.001	-0.002	-0.001
Si	11.56	1.118	28.823	0.001	-0.005	-0.001
Si	1.876	7.52	28.922	-0.001	-0.001	0.003
Si	5.841	7.464	28.859	0	-0.002	-0.001
Si	9.582	7.534	28.852	0	-0.001	0
Si	13.518	7.42	28.886	0.001	0.001	0
Si	1.949	0.555	30.097	-0.001	-0.001	0.001
Si	5.745	0.537	30.062	0.001	-0.002	0.002
Si	9.627	0.537	30.045	-0.001	-0.002	0.001
Si	13.439	0.558	30.177	0.001	0.002	0
Si	-0.033	6.917	30.157	0	-0.001	0.001
Si	3.863	6.918	30.045	0.001	-0.001	0.001
Si	7.717	6.93	30.149	0	-0.002	0.003
Si	11.538	6.924	30.05	0	-0.002	0.003
Si	-0.022	4.583	30.429	0.001	0	0.001
Si	3.865	4.587	30.424	0	0	-0.001
Si	7.697	4.595	30.464	0	0.001	0.001
Si	11.567	4.6	30.448	0	0	-0.002
Si	1.923	11.057	30.527	0.001	0	0.001
Si	5.806	11.024	30.443	0	0.001	0
Si	9.635	11.041	30.467	0	0.001	-0.001
Si	13.522	11.034	30.51	0	-0.001	0.003
Si	1.926	4.049	31.687	-0.002	-0.001	-0.003
Si	5.777	4.04	31.713	0.001	0.001	-0.002
Si	9.642	4.036	31.704	-0.001	0	-0.003
Si	13.513	4.054	31.7	0	0.002	-0.003
Si	-0.013	10.467	31.741	-0.002	0.002	-0.004
Si	3.877	10.458	31.71	0	0	-0.003
Si	7.718	10.475	31.72	0	0.001	-0.003
Si	11.573	10.458	31.711	0.001	0	-0.004
Si	1.95	1.731	32.142	0	0.002	0.002
Si	5.782	1.71	32.123	-0.001	0.001	0.003
Si	9.644	1.712	32.112	-0.001	0.001	0.001
Si	13.492	1.738	32.194	0.001	0	0.001
Si	-0.023	8.136	32.169	-0.001	0	0.003
Si	3.857	8.12	32.103	-0.001	0.001	0.002
Si	7.719	8.145	32.163	0	0	0.002
Si	11.576	8.124	32.107	0	0.001	0.001
Si	0	2.332	3.917	0.119	0.155	-0.139
Si	3.867	2.332	3.917	0.142	0.149	0.101
Si	7.734	2.332	3.917	0.113	0.209	0.184
Si	11.602	2.332	3.917	-0.128	0.134	0.015
Si	1.934	8.745	3.917	-0.055	0.179	0.153
Si	5.801	8.745	3.917	0.071	0.057	0.009
Si	9.668	8.745	3.917	-0.089	0.24	0.027
Si	13.535	8.745	3.917	0.103	-0.048	-0.315
Si	1.965	6.424	4.334	-0.001	0.001	-0.001
Si	5.824	6.424	4.355	-0.002	0.001	-0.001
Si	9.667	6.423	4.313	-0.001	0.002	0.001
Si	13.53	6.422	4.323	0.002	0	0
Si	0.041	12.833	4.301	0	0	-0.002
Si	3.897	12.831	4.322	0	0	-0.002
Si	7.759	12.834	4.323	-0.002	-0.001	-0.001
Si	11.573	12.837	4.306	0	-0.001	-0.002
Si	0.012	5.881	5.538	-0.002	0.001	-0.002
Si	3.895	5.872	5.618	0.002	-0.001	0
Si	7.778	5.876	5.604	0	-0.001	-0.001
Si	11.583	5.846	5.543	0.001	-0.004	-0.001
Si	1.971	12.274	5.56	-0.001	-0.001	0.001
Si	5.84	12.255	5.548	-0.001	0.002	-0.001
Si	9.669	12.304	5.617	0.002	0.001	0
Si	13.541	12.239	5.425	-0.002	-0.001	-0.001
Si	0.043	3.549	5.944	-0.001	-0.002	0.004
Si	3.92	3.54	5.983	0.003	0	0.004
Si	7.779	3.536	6.003	-0.001	-0.001	0.004
Si	11.581	3.533	5.975	0.003	0.001	0.006
Si	1.924	9.946	6.001	0.001	0.001	0
Si	5.819	9.923	5.977	0	-0.001	0.002
Si	9.651	9.96	5.977	-0.002	-0.002	0.002
Si	13.554	9.934	5.922	0.002	-0.002	0
Si	1.977	2.996	7.2	-0.001	-0.002	0.003
Si	5.858	2.968	7.25	-0.001	0.003	-0.004
Si	9.691	3.013	7.327	0.002	0.001	0.001
Si	13.56	2.964	7.11	-0.002	-0.002	-0.005
Si	-0.042	9.444	7.261	0.001	0	-0.001
Si	3.879	9.345	7.202	0	0.001	0
Si	7.738	9.382	7.264	0	0.002	0.002
Si	11.625	9.319	7.093	0.001	0.004	0
Si	0.031	7.102	7.568	-0.006	-0.003	0.002
Si	3.917	7.042	7.711	0.001	-0.003	0.003
Si	7.859	7.045	7.687	-0.002	-0.002	-0.001
Si	11.569	7.014	7.597	-0.003	-0.003	0
Si	2.009	13.486	7.595	-0.004	0.003	-0.001
Si	5.874	13.462	7.575	-0.001	-0.006	0.001
Si	9.689	13.505	7.699	-0.003	0.002	0.001
Si	13.551	13.46	7.39	0.001	0.004	0.004
Si	1.904	6.548	8.889	-0.001	0.003	0.004
Si	5.933	6.434	8.876	-0.004	0.001	-0.007
Si	9.762	6.513	9.08	-0.005	0.003	-0.001
Si	13.546	6.471	8.701	0.016	0.007	-0.004
Si	-0.021	12.969	8.648	0.002	0.001	-0.002
Si	3.96	12.831	8.779	0.002	0.002	-0.001
Si	7.734	12.977	8.948	-0.001	0	0.003
Si	11.72	12.895	8.735	0	-0.001	-0.001
Si	1.988	4.178	9.261	0.003	-0.001	-0.002
Si	5.949	4.14	9.346	0.002	0.003	-0.004
Si	9.737	4.135	9.487	0.002	-0.002	-0.004
Si	13.639	4.195	9.117	-0.006	-0.004	0.007
Si	-0.168	10.734	9.302	-0.003	0.004	0.001
Si	3.876	10.516	9.245	-0.001	0.001	0
Si	7.67	10.644	9.307	0.001	0.002	-0.002
Si	11.656	10.527	9.074	0	0	-0.001
Si	0.037	3.57	10.428	0.001	0.008	0.005
Si	3.948	3.552	10.428	-0.004	-0.001	0.006
Si	7.795	3.604	10.823	-0.003	-0.003	0.007
Si	11.843	3.633	10.505	-0.001	-0.008	-0.005
Si	1.836	10.221	10.419	0.003	-0.006	0.008
Si	5.776	9.857	10.532	-0.001	0	-0.004
Si	9.731	10.165	10.323	0	0.002	0.001
Si	13.316	10.284	10.73	0.005	-0.004	0.003
Si	-0.56	1.31	10.595	0.001	-0.007	0.003
Si	4.184	1.235	10.759	-0.004	0.002	0
Si	7.347	1.247	11.077	-0.001	0.002	-0.005
Si	12.45	1.344	10.613	0.001	0.003	-0.002
Si	1.6	7.896	10.863	0.005	0.001	-0.01
Si	6.345	7.599	10.886	0	0.003	0.009
Si	9.537	7.924	11.111	-0.001	0.002	-0.002
Si	13.948	8.117	11.376	0	0.003	0
O	13.344	19.966	10.214	-0.006	-0.004	0
O	2.961	13.645	11.788	-0.006	-0.002	0
O	5.779	0.052	26.345	0.003	0	0
O	13.616	0.041	26.676	-0.004	-0.001	0
O	0.084	7.787	11.532	-0.003	-0.002	0.003
O	7.927	7.589	11.447	0.004	0.001	-0.001
O	5.043	6.916	25.742	-0.002	0	0.002
O	-0.077	6.546	26.404	0.001	0	0
O	7.803	4.512	12.252	0.008	-0.005	0.006
O	1.771	11.231	11.744	-0.001	0.006	-0.002
O	10.061	11.365	11.437	0.01	0.002	0.001
O	12.632	11.089	12.093	-0.01	0.002	-0.002
O	13.221	7.809	12.793	-0.007	-0.001	0.002
O	5.397	6.982	12.095	-0.009	0.003	0.001
O	10.519	7.727	12.458	0.005	-0.001	0.003
O	3.899	4.251	11.931	-0.002	-0.002	0.011
O	8.29	13.423	12.259	0.002	-0.002	0.004
O	5.571	10.371	12.109	-0.004	-0.002	0.007
O	0.232	13.419	11.869	-0.001	0.004	-0.007
O	15.528	4.275	11.943	0.002	-0.006	0.005
O	12.097	4.433	11.96	-0.003	0.003	0.012
O	5.719	13.825	11.409	0.005	-0.001	0.003
O	2.679	7.193	11.881	0.012	-0.003	0.006
O	1.658	12.806	13.915	0.001	-0.002	0
O	12.936	7.056	25.557	0.002	-0.003	0.003
O	3.317	0.129	25.455	0	-0.001	0.002
O	8.22	0.811	25.573	0.001	0	0.002
O	2.387	7.009	25.701	-0.002	-0.001	0.004
O	7.802	9.663	25.518	0	0	0.002
O	2.052	3.373	25.602	-0.001	-0.001	-0.001
O	10.294	6.978	25.697	0.001	-0.001	0.004
O	3.804	9.306	25.917	-0.001	-0.002	-0.002
O	7.686	6.552	26.304	0.001	0.001	0
O	9.543	3.165	25.729	0.001	-0.001	-0.001
O	5.666	3.062	25.533	0.001	0.003	-0.002
O	11.227	0.171	25.564	0.001	-0.001	0.002
O	0.798	0.533	26.166	0.002	0.002	-0.003
O	-3.875	-3.472	25.919	0	0	-0.001
O	0.085	9.705	25.736	0.001	0.002	-0.001
O	13.222	3.193	25.547	0	0	0.002
Si	9.455	8.738	17.638	0.001	-0.001	0.003
Si	13.789	-0.194	23.331	-0.001	-0.001	0.003
Si	7.817	2.19	15.626	0.005	0.005	0.001
Si	6.078	2.935	23.941	0.001	-0.002	0.001
Si	14.721	11.939	20.504	-0.002	0.002	-0.001
Si	13.184	2.924	21.267	-0.001	-0.001	-0.002
Si	11.931	9.686	16.104	-0.001	-0.002	-0.002
Si	2.929	3.389	21.507	-0.003	-0.002	-0.003
Si	16.129	12.63	17.969	-0.001	0	-0.002
Si	0.385	4.035	13.52	0.007	0.008	-0.001
Si	5.549	6.04	17.064	0.002	0.003	0.001
Si	13.279	12.649	16.449	-0.002	0	0.004
Si	5.119	-0.455	19.354	0.003	-0.002	-0.001
Si	7.652	9.229	23.951	-0.002	-0.001	0
Si	11.269	12.028	12.325	0.001	-0.005	-0.001
Si	11.569	7.885	25.213	-0.002	0	-0.003
Si	9.294	0.095	19.774	0.001	0	-0.002
Si	0.562	7.062	19.554	-0.003	-0.001	0.001
Si	4.977	3.098	15.898	-0.002	0.002	0.001
Si	10.207	8.388	22.6	0.003	-0.006	-0.001
Si	12.41	13.193	19.391	-0.001	0.003	0.002
Si	2.573	7.251	17.267	0.001	-0.002	0
Si	1.782	0.17	24.917	-0.002	-0.005	-0.002
Si	11.626	4.375	19.17	0	0.002	-0.001
Si	5.393	5.141	21.83	0.004	-0.001	0.001
Si	18.166	-0.939	14.764	-0.001	-0.002	-0.006
Si	7.96	7.299	15.484	0	-0.002	-0.001
Si	3.74	7.798	25.301	0	-0.002	-0.002
Si	1.468	2.992	24.131	-0.003	-0.003	-0.001
Si	1.666	12.772	12.286	0.003	-0.004	0
Si	11.639	4.545	13.529	-0.007	0.005	-0.002
Si	0.851	9.519	21.528	-0.001	-0.001	0
Si	7.344	5.362	19.513	0.001	-0.001	-0.002
Si	0.129	10.459	24.288	0.002	0.002	0.001
Si	8.507	4.648	13.738	0.004	-0.001	-0.005
Si	3.278	0.954	17.148	-0.002	-0.001	0.003
Si	15.619	6.107	15.751	0	-0.002	0
Si	10.854	12.981	23.984	0.001	0.004	0.002
Si	3.97	7.188	12.874	-0.006	0.012	-0.001
Si	13.63	2.448	14.985	-0.001	-0.001	0.005
Si	14.416	8.333	17.151	-0.001	-0.002	0.002
Si	-1.54	2.663	24.173	0.001	0.001	-0.004
Si	-1.176	3.958	17.591	0.001	0.004	0.002
Si	4.996	8.166	22.743	-0.002	-0.003	0.002
Si	8.861	2.076	24.734	-0.001	0.002	-0.005
Si	1.495	10.053	16.836	-0.001	0.001	0.001
Si	8.795	12.69	13.641	0.004	0.001	-0.005
Si	9.015	2.816	18.504	0.001	0.001	0.003
Si	7.388	10.334	14.93	-0.004	-0.005	0.002
Si	4.785	10.089	13.511	-0.001	-0.006	0.009
Si	11.787	7.625	13.539	0.004	0.001	0.001
Si	3.513	4.343	13.501	-0.005	0.002	-0.006
Si	7.717	11.106	17.899	0.001	0	0.002
Si	0.258	3.996	20.133	-0.003	-0.001	0
Si	9.97	6.953	19.912	0.001	-0.002	-0.002
Si	3.818	10.781	21.466	-0.003	-0.001	-0.003
Si	4.67	0.826	21.949	0.004	0	-0.001
Si	9.118	-1.716	22.335	-0.002	0.003	-0.002
O	12.895	4.57	18.165	0.003	-0.002	0.001
O	12.142	4.026	20.679	0	0	0
O	14.525	7.299	15.887	-0.001	0.002	0
O	12.433	3.416	14.413	0.003	-0.005	0
O	12.579	11.213	15.965	0.001	0.001	-0.001
O	8.11	9.536	18.157	-0.001	0	-0.001
O	4.762	9.487	21.82	-0.001	0.002	0
O	11.736	8.805	14.701	0.001	0.001	0.003
O	15.265	5.061	16.929	-0.002	-0.006	0.002
O	2.281	10.282	21.548	0.003	0	0.001
O	14.974	2.761	14.083	-0.001	0	0
O	10.599	3.232	18.602	-0.001	0	0.001
O	5.791	10.147	14.774	-0.009	-0.001	-0.014
O	4.009	8.65	13.597	0.008	0.006	-0.009
O	5.612	0.488	20.626	-0.001	-0.001	0.001
O	10.439	9.744	16.787	0	0	0
O	8.695	2.313	16.991	-0.002	0.001	-0.004
O	14.158	11.233	24.088	0	0.001	-0.001
O	9.843	-1.055	23.633	0	0	-0.001
O	16.352	8.06	20.808	0	-0.001	0.001
O	12.889	8.872	17.156	0	0	-0.001
O	0.196	12.839	19.518	0.001	0	0
O	4.075	12.155	22.382	0	-0.002	0.003
O	4.147	11.193	19.925	-0.001	0.001	0.002
O	14.638	-0.128	21.943	0.002	-0.002	-0.003
O	15.453	5.421	14.293	0.004	-0.008	-0.003
O	12.912	2.818	22.885	-0.001	0	0
O	3.684	7.935	23.682	0.002	0	-0.002
O	5.262	6.768	21.942	0	0.001	0
O	10.058	4.197	13.592	0.001	0.006	0
O	1.933	6.806	18.701	0	0	-0.001
O	6.662	4.811	20.876	-0.001	0.001	0.001
O	13.01	1.631	20.26	-0.001	-0.001	0
O	8.389	6.161	14.378	0.002	-0.005	-0.002
O	10.869	5.786	19.267	-0.001	-0.002	0.002
O	14.842	7.673	18.59	0.002	0.001	-0.002
O	4.092	6.739	17.149	0	-0.001	0
O	6.246	8.474	23.733	0.002	0.001	-0.001
O	5.416	4.498	16.585	0	-0.002	0
O	10.091	9.863	21.869	0	0.002	0
O	0.09	5.622	20.141	0.001	0	0
O	2.32	3.762	22.981	0.001	0	-0.001
O	8.913	-0.773	18.454	0	0	0.001
O	1.987	3.804	13.759	-0.002	0.003	-0.006
O	3.773	11.331	13.692	0.008	-0.011	0.005
O	1.875	10.628	15.372	0	-0.001	0.004
O	10.228	8.258	18.979	-0.001	0	0
O	4.275	0.477	18.336	0.001	-0.001	0
O	1.345	11.57	24.255	-0.002	0.002	0.003
O	8.783	12.17	21.141	0	0	0
O	6.35	11.614	18.609	-0.003	0.001	0.001
O	-0.73	3.407	21.273	0.003	0.001	-0.001
O	-0.261	3.307	18.754	-0.001	0	0
O	8.013	11.259	13.751	-0.001	0.002	0.001
O	3.466	-0.078	15.898	0.001	0.003	0.003
O	1.78	3.519	20.372	0	0	0.001
O	7.998	8.81	14.838	-0.002	0.002	0.001
O	8.077	4.102	18.802	0	0	0.001
O	5.635	4.353	23.247	-0.001	0	-0.002
O	4.52	3.398	14.36	-0.002	0.001	0.002
O	4.051	4.514	21.151	-0.001	0	0.001
O	9.023	7.414	16.741	0.001	0.001	0.003
O	14.856	12.5	16.933	0.002	-0.001	0.001
O	13.23	0.849	15.138	0	0.001	-0.003
O	10.415	12.318	13.715	-0.005	-0.003	-0.003
O	8.703	1.613	19.583	-0.001	-0.001	0
O	15.428	9.547	16.802	0.002	-0.001	-0.001
O	1.666	6.657	16.031	0.002	0	0.001
O	11.734	13.551	11.975	-0.002	-0.003	0.003
O	8.421	0.905	14.839	-0.004	0.005	0.005
O	6.215	2.019	15.95	0	-0.001	-0.001
O	7.701	2.783	23.839	-0.003	0	0.002
O	13.24	11.85	19.829	0.001	-0.001	0.001
O	12.484	0.47	17.751	0	-0.002	0.001
O	10.031	1.544	23.714	0.001	-0.003	0.001
O	11.476	8.176	23.609	-0.003	0.001	-0.003
O	7.851	3.574	14.762	0.001	-0.01	-0.001
O	3.716	2.461	16.712	0	-0.001	0
O	17.021	11.252	17.934	0	-0.002	-0.002
O	1.672	1.389	23.846	-0.001	0.003	0.002
O	8.847	8.204	23.5	-0.001	0.001	0.001
O	6.474	6.908	16.033	-0.002	-0.002	0.002
O	6.221	6.026	18.543	-0.001	0	0
O	1.694	13.833	17.57	0.002	0	0
O	-0.104	3.433	24.053	0.001	-0.003	0.001
O	11.821	6.077	14.115	-0.002	-0.005	-0.002
O	5.436	1.609	23.182	-0.001	0	-0.001
O	3.746	5.93	13.902	-0.002	-0.005	-0.003
O	7.71	10.52	22.931	0	0	-0.001
O	8.401	6.534	19.889	0.001	0	0.002
O	14.246	1.065	24.248	0	0.002	0.001
O	10.389	7.263	21.448	0	0	0
O	3.496	1.857	21.454	-0.001	0.002	0.001
O	0.36	9.381	23.088	0	-0.001	-0.002
O	10.895	0.173	19.88	0	-0.001	-0.001
O	12.183	12.756	23.06	0	-0.001	-0.001
O	13.939	15.639	16.528	0	0.001	-0.001
O	2.555	8.884	17.222	-0.001	0.001	-0.001
O	7.621	11.203	16.284	-0.002	-0.001	0
O	-0.209	10.422	20.678	0	0	0.001

Results
free energy: -248725.497 eV
free energy less fixed offsets of O -568.88, Si -635.61 eV per atom: -10.037 eV

The program warned: the cutoff lies below the one the program advises for these potential files; the forces do not sum to zero within the program's tolerance; the exchange-correlation potential is rough where the density is thin.
